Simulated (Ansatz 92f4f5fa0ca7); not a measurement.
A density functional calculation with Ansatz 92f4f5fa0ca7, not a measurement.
Periodic cell of 215 atoms, Si133O82, from a study of silicon, its oxide and their interface. The atomic structure is a simulated model.
Doubt: the cutoff is far below the 930 eV that the study's wrapper takes by default for these files, so forces and energies are approximate.
This geometry differs little from another in the collection (a relaxation step or a small displacement).

Settings: functional PBE; potential files Ansatz PAW; basis plane waves; wave-function cutoff 580 eV; density cutoff ratio 5; exchange-correlation grid ratio 1; k mesh 1 x 1 x 1, Gamma-centred; self-consistency stop 5e-08 eV per atom in the density residual; occupations fixed; spin none; net charge 0.

Cell vectors (angstrom)
a 10.938 0 0
b 0 10.938 0
c 0 0 31.341

Atoms: element, x, y, z (angstrom)
Si 10.4219 0.4602 24.0348
Si 5.0153 0.3949 23.9234
Si 3.1212 2.1272 23.8948
Si 8.4401 2.342 23.9162
Si 10.5092 5.9029 23.8398
Si 5.162 5.7316 23.8717
Si 3.2844 7.5466 23.8252
Si 8.7875 7.7614 23.8677
Si 1.3343 1.3473 25.2634
Si 6.7831 1.3134 25.2528
Si 4.0666 4.0178 25.1154
Si 9.5492 4.098 25.1187
Si 1.4005 6.7832 25.1232
Si 6.8827 6.8456 25.0947
Si 4.083 9.4776 25.0959
Si 9.5618 9.5491 25.252
Si 2.7237 -0.0811 26.5428
Si 8.17 -0.0441 26.5946
Si 0.0044 2.7897 26.5584
Si 5.4714 2.7601 26.5643
Si 2.7222 5.4049 26.5298
Si 8.1861 5.4523 26.5251
Si 0.0752 8.2017 26.5483
Si 5.5166 8.2129 26.5125
Si 4.1018 1.3673 27.9227
Si 9.5708 1.3673 27.9227
Si 1.3673 4.1018 27.9227
Si 6.8362 4.1018 27.9227
Si 4.1018 6.8362 27.9227
Si 9.5708 6.8362 27.9227
Si 1.3673 9.5708 27.9227
Si 6.8362 9.5708 27.9227
Si 0 0 29.29
Si 5.469 0 29.29
Si 2.7345 2.7345 29.29
Si 8.2035 2.7345 29.29
Si 0 5.469 29.29
Si 5.469 5.469 29.29
Si 2.7345 8.2035 29.29
Si 8.2035 8.2035 29.29
Si 1.3673 1.3673 30.6572
Si 6.8362 1.3673 30.6572
Si 4.1018 4.1018 30.6572
Si 9.5708 4.1018 30.6572
Si 1.3673 6.8362 30.6572
Si 6.8362 6.8362 30.6572
Si 4.1018 9.5708 30.6572
Si 9.5708 9.5708 30.6572
Si 2.7345 0 0.6835
Si 8.2035 0 0.6835
Si 0 2.7345 0.6835
Si 5.469 2.7345 0.6835
Si 2.7345 5.469 0.6835
Si 8.2035 5.469 0.6835
Si 0 8.2035 0.6835
Si 5.469 8.2035 0.6835
Si 4.1018 1.3673 2.0507
Si 9.5708 1.3673 2.0507
Si 1.3673 4.1018 2.0507
Si 6.8362 4.1018 2.0507
Si 4.1018 6.8362 2.0507
Si 9.5708 6.8362 2.0507
Si 1.3673 9.5708 2.0507
Si 6.8362 9.5708 2.0507
Si 0 0 3.418
Si 5.469 0 3.418
Si 2.7345 2.7345 3.418
Si 8.2035 2.7345 3.418
Si 0 5.469 3.418
Si 5.469 5.469 3.418
Si 2.7345 8.2035 3.418
Si 8.2035 8.2035 3.418
Si 1.3292 1.3715 4.8421
Si 6.828 1.3658 4.756
Si 4.0931 4.1055 4.7983
Si 9.599 4.0935 4.706
Si 1.3394 6.8493 4.7463
Si 6.8661 6.8881 4.8502
Si 4.1101 9.6031 4.6909
Si 9.5491 9.5819 4.9452
Si 2.7405 -0.0688 6.0976
Si 8.0923 0.11 6.3208
Si -0.0529 2.8002 6.1921
Si 5.4887 2.7404 6.121
Si 2.6944 5.4899 6.103
Si 8.3345 5.4656 6.1013
Si 0.0675 8.1286 6.2879
Si 5.5362 8.4402 6.1347
Si 4.3317 1.1024 7.3648
Si 9.0475 1.9644 7.4758
Si 1.0254 4.4892 7.4859
Si 7.262 3.7721 7.3178
Si 3.8697 7.2125 7.1673
Si 10.0736 6.2959 7.5348
Si 2.063 8.942 7.3339
Si 6.1561 10.3499 7.6142
O 1.8811 9.336 8.9345
O 9.3539 6.7523 8.9845
O 4.8173 6.6599 8.4336
O 9.5147 1.5024 9.0044
O 1.7454 3.8217 8.8492
O 6.7045 4.6065 8.6538
O 3.5836 1.7568 8.7114
O 6.4185 10.2308 9.2776
O 2.7526 7.8411 22.2758
O 0.1992 10.6868 22.7203
O 5.8542 5.069 22.4832
O 5.6939 10.918 22.4602
O 8.6273 8.376 22.3331
O 7.5735 2.9408 22.5995
O 2.4136 2.3517 22.4095
O 10.9826 5.4954 22.2916
Si 0.8869 1.5192 16.0004
Si 5.6528 10.0169 10.7189
Si 4.8543 9.2771 16.3927
Si 4.7198 2.0545 19.8749
Si 7.4995 10.4293 15.8556
Si 9.0428 2.1915 17.0131
Si 2.9872 5.5107 16.0954
Si 8.6196 8.9836 20.8212
Si 5.6804 10.3225 20.9408
Si 2.8545 7.9105 18.0391
Si 7.5667 4.696 15.8656
Si 1.862 2.3711 20.8759
Si 4.8748 7.1696 14.1361
Si 0.4373 8.0503 13.9718
Si 0.0661 4.8748 20.7837
Si 6.4577 3.7532 21.711
Si 9.6366 6.9241 10.5912
Si 2.6697 6.8622 12.2163
Si 4.0489 4.1209 11.413
Si 2.9128 8.6663 20.8881
Si 10.5396 1.4426 10.2694
Si 0.0291 9.6154 11.5776
Si 9.5912 6.6687 18.8758
Si 0.3676 10.6542 21.1114
Si 2.6093 9.1237 10.3668
Si 2.4104 2.4963 9.5875
Si 8.5099 3.9626 19.4562
Si 6.0458 0.759 13.3689
Si 1.9333 9.6888 16.0902
Si 5.5511 5.5308 9.3342
Si 3.6896 2.08 14.9247
Si 6.7661 7.2382 11.7502
Si 1.3186 3.6995 14.1938
Si 6.9316 3.6719 13.0119
Si 9.094 7.5334 16.0107
Si 5.0504 3.6144 17.1318
Si 9.9996 4.1531 11.9624
O 2.7539 7.6244 19.6309
O 2.5321 1.7583 16.0998
O 3.751 7.7243 13.0917
O 1.6847 4.8698 15.3074
O 6.9934 2.0771 13.277
O 6.1956 6.7904 13.2254
O 3.0905 1.9811 19.8784
O 5.1871 2.776 18.5051
O 7.1412 4.1783 20.2972
O 1.6012 8.5513 14.9863
O 10.1775 7.3364 14.8041
O 4.4274 9.2777 20.8255
O 4.9371 2.6744 15.7983
O 2.8424 3.0648 13.8805
O 1.7035 9.7674 20.7696
O 8.0794 6.2519 15.8925
O 1.8169 9.1184 17.621
O 2.4251 6.6695 17.0838
O 6.9445 10.6956 14.3239
O -0.016 6.1213 19.6958
O 5.4866 3.8929 12.204
O 4.3937 4.5436 9.8775
O 1.169 1.4411 9.7942
O 6.393 4.5276 16.9977
O 3.6771 4.4831 17.1565
O 8.3871 9.0292 15.9079
O 10.5472 8.2839 10.7081
O 7.1517 9.6869 20.5988
O 0.813 10.8412 15.8543
O 8.7569 7.7311 19.7881
O 6.8573 4.4561 14.4251
O 0.2673 4.2811 13.0901
O 0.4465 2.406 14.7115
O 3.1517 5.3028 12.1373
O 8.7044 3.5081 16.0703
O 4.0743 9.8118 10.3747
O 3.517 10.1127 15.9073
O 0.6644 1.2615 20.6186
O 10.6758 9.2923 13.1532
O 5.3964 0.5741 19.8652
O 5.1922 2.816 21.2544
O 10.2749 5.4839 11.0437
O 10.2685 2.7518 11.1896
O 10.6848 1.9419 17.1149
O 9.716 3.894 20.556
O 1.6512 9.8368 11.4728
O 1.2011 7.0211 12.9373
O 6.2828 8.7405 11.4672
O 9.8871 10.0228 20.5374
O 8.383 7.1847 11.6099
O 1.3646 3.9046 20.5635
O 3.0434 2.8563 11.0751
O 2.684 7.514 10.7147
O 4.1502 5.9837 15.0238
O 8.3239 0.801 16.4594
O 9.8907 7.3992 17.4479
O 6.1353 10.2162 16.7695
O 8.5186 2.6131 18.5206
O 5.3471 8.3238 15.1665
O 4.3971 8.3767 17.6836
O 6.2021 6.2475 10.6184
O 8.386 4.137 12.3573
O 8.7102 5.3198 18.559
O 5.8506 0.2691 11.8165
O 4.5168 1.018 13.9688
O 10.2299 0.047 11.084

Results
free energy: -131181.765 eV
free energy less fixed offsets of O -568.88, Si -635.61 eV per atom: 2.525 eV

Forces (eV/angstrom), in the order of the atoms: element, x, y, z
Si 0.0074 0.0109 -0.0018
Si 0.0001 0.0266 -0.0014
Si -0.0004 -0.0262 0.0008
Si -0.0072 -0.0163 -0.0083
Si -0.0297 0.0027 0.0053
Si -0.0187 -0.0034 0.0004
Si 0.0062 0.0014 0.0055
Si 0.0199 -0.0075 0.013
Si -0.0019 0.0006 -0.0132
Si -0.0055 0.0067 -0.0075
Si 0.0136 0.0119 -0.0028
Si 0.0008 0.0102 -0.0097
Si 0.007 0.0051 -0.0073
Si 0.0014 -0.0033 -0.0082
Si -0.0079 -0.0137 -0.0094
Si -0.0006 -0.0085 -0.0089
Si -0.0006 0.0006 0.0219
Si -0.0095 -0.0103 0.0162
Si 0.0163 0.0075 0.0199
Si 0.0068 -0.0006 0.0009
Si -0.013 -0.0083 0.0131
Si 0.0023 -0.0036 0.0086
Si 0.0012 0.008 0.0063
Si 0.0068 0.0186 0.0171
Si -0.097 -0.2042 -0.2873
Si -0.0152 0.0785 -0.2107
Si -0.0271 0.0839 0.3959
Si -0.0121 0.155 0.1577
Si 0.1149 -0.1101 -0.5168
Si 0.1202 -0.0567 -0.3831
Si 0.1194 -0.157 0.4896
Si -0.243 -0.2252 0.489
Si 0.0369 -0.0143 -0.0182
Si -0.0246 -0.0462 0.0128
Si -0.1094 -0.0497 -0.0091
Si -0.0313 0.0026 -0.0061
Si 0.0561 0.0036 0.0177
Si 0.0283 -0.0041 -0.0105
Si -0.0651 0.046 0.0004
Si -0.0479 0.0333 -0.0084
Si 0.0068 0.0003 -0.0273
Si 0.0067 -0.0035 -0.0007
Si 0.0436 0.0211 -0.0479
Si 0.0098 -0.0004 -0.0088
Si 0.0196 -0.0006 0.0011
Si -0.001 -0.0329 -0.0289
Si 0.011 -0.0204 -0.0063
Si -0.0035 0.0133 -0.0352
Si -0.0457 0.0279 0.0126
Si 0.0205 -0.0447 0.0002
Si 0.0442 -0.0255 0.0226
Si -0.0919 0.0566 0.0071
Si 0.0114 -0.0814 0.0007
Si -0.0561 0.0331 0.0152
Si -0.0058 0.0307 0.0034
Si 0.0411 0.0144 0.0183
Si 0.0872 -0.0315 -0.0324
Si -0.0973 -0.0246 -0.0211
Si -0.0036 0.0832 -0.0175
Si 0.0785 -0.0116 0.0141
Si -0.0194 0.0138 -0.0219
Si 0.09 -0.0115 -0.0087
Si 0.0302 -0.0614 0.0199
Si 0.0024 0.1005 0.0004
Si -0.3132 -0.0888 0.6964
Si 0.168 0.2652 -0.7128
Si -0.1342 -0.145 0.3359
Si -0.026 -0.1371 -0.3334
Si 0.1346 0.0663 -0.6287
Si 0.0976 0.2945 0.5065
Si -0.05 -0.0687 -0.3401
Si 0.2606 0.2329 0.5357
Si -0.0007 -0.0063 -0.0077
Si -0.0027 -0.0166 -0.0221
Si 0.0016 0.008 -0.0079
Si 0.0051 0.0176 -0.0125
Si -0.0126 0.0002 -0.0286
Si 0.0081 0.0105 -0.0028
Si 0.0274 0.0135 -0.0288
Si -0.0074 -0.0052 -0.0074
Si 0.0208 0.0111 0.02
Si 0.0116 0.0184 0.0171
Si -0.0066 0.0129 0.0178
Si -0.015 -0.0299 0.0122
Si -0.0309 -0.0175 0.0233
Si -0.0195 -0.0269 0.0085
Si 0.0298 0.0192 0.0118
Si -0.0443 -0.0338 0.0233
Si 0.0059 -0.0139 -0.0236
Si -0.03 -0.0198 -0.0128
Si 0.0071 0.0259 -0.025
Si 0.0616 0.0256 -0.0248
Si 0.0492 0.0689 -0.0385
Si -0.0013 -0.017 0.0056
Si -0.0381 -0.0441 -0.0096
Si -0.0013 0.0162 -0.022
O 0.0075 -0.0021 0.0141
O 0.0014 0.0028 0.0118
O 0.0012 -0.0199 0.0309
O 0.0139 0.0046 0.0157
O 0.0059 -0.0173 0.0162
O -0.0205 0.0064 0.026
O -0.0124 0.0106 0.0189
O -0.0044 -0.0044 0.0248
O 0.0026 0.0011 -0.0049
O 0 -0.0002 -0.0048
O 0.0065 -0.0024 -0.008
O -0.0047 -0.0088 -0.0128
O -0.0025 -0.0037 -0.0348
O -0.0023 0.0029 -0.0016
O 0.0008 0.0002 -0.0084
O -0.0005 -0.0023 -0.017
Si 0.0002 0.0022 0.0022
Si 0.0025 -0.0008 -0.0109
Si 0.0002 0.0002 -0.001
Si -0.0025 0.0001 0.01
Si -0.0016 0.0007 -0.001
Si -0.0042 0.0015 0.0016
Si -0.0039 0.0005 -0.0009
Si -0.005 0.0067 0.0259
Si 0.0076 0.0009 0.0192
Si -0.0032 -0.0022 0.0015
Si -0.0024 0 -0.0036
Si -0.0052 0.0066 0.0116
Si 0.0008 -0.0017 -0.0023
Si -0.0017 -0.0014 0.0001
Si 0.0077 -0.0043 0.0236
Si 0.0028 0.0019 0.0171
Si -0.0028 -0.0024 -0.0164
Si -0.0011 0.0015 -0.0062
Si -0.0041 -0.0029 -0.007
Si -0.0055 0.0028 0.0152
Si -0.0014 0.0038 -0.0226
Si -0.0016 0.0001 -0.0034
Si -0.0016 -0.0009 0.0009
Si -0.0009 -0.0041 0.0151
Si 0.0074 0.0071 -0.016
Si -0.0075 0.0005 -0.0211
Si -0.0038 -0.0006 0.0108
Si -0.0012 -0.0003 -0.0013
Si 0 -0.0021 -0.0001
Si -0.002 0.0072 -0.0161
Si 0.0025 0.0007 0.0001
Si 0.0006 0.0029 -0.0093
Si 0.0003 -0.0026 -0.0008
Si 0 0.0013 0.0025
Si -0.0007 -0.0025 -0.0009
Si -0.0009 -0.0051 0.0018
Si -0.0004 -0.0049 -0.0085
O -0.0001 -0.0019 -0.007
O -0.0027 -0.0002 0.0008
O -0.0016 -0.0015 0.0015
O -0.001 0.0014 0.0004
O -0.0019 0.0006 -0.001
O -0.0042 0.001 0.0021
O 0.0004 0.0004 -0.0014
O -0.0001 0.0051 -0.0074
O 0.0044 0.0003 -0.0099
O -0.0023 0.0004 0.0001
O -0.0017 0.0002 0.001
O -0.0044 -0.0015 -0.0058
O -0.0008 0 0.0018
O -0.0045 0.0015 0.0003
O 0.001 -0.0013 -0.0068
O -0.0006 0.0008 0.001
O -0.003 0.002 -0.0004
O 0.0002 -0.0017 -0.0006
O -0.001 -0.0001 0.0004
O -0.0014 0.004 -0.0053
O 0.0001 -0.0013 0.0014
O 0.0035 0.0014 0.0059
O -0.0065 0.0038 0.0056
O -0.0017 -0.0001 0.0012
O -0.0002 0.001 -0.0011
O -0.0019 0.0002 0.0006
O 0.0007 0.0041 0.003
O -0.0004 -0.0044 -0.0049
O -0.0034 -0.0016 0.0004
O -0.0007 0.0015 0.0019
O -0.0012 -0.0012 -0.001
O 0.0005 0.0003 0.0024
O -0.0036 -0.0014 -0.0008
O -0.0021 0.0031 0.0005
O -0.0019 0.0002 0
O -0.0058 -0.0058 0.0048
O -0.0021 -0.0003 0.0001
O 0.0026 0.0024 -0.0069
O -0.0013 -0.0018 0.0032
O -0.0001 -0.0015 -0.0045
O -0.0027 -0.002 -0.0146
O -0.005 -0.0025 0.0072
O -0.001 0.0059 0.0045
O 0.0005 -0.0014 -0.0011
O 0.0005 0.0018 -0.0074
O -0.0008 -0.0002 0.0006
O 0.001 0.0008 -0.0016
O -0.0075 -0.0084 -0.0061
O -0.001 -0.0056 -0.0058
O -0.0113 0.0028 0.0013
O -0.0047 -0.0019 -0.0043
O 0.0027 -0.0006 0.0099
O -0.0029 0.0031 0.0079
O -0.0022 0.0011 0.0004
O -0.0012 -0.0017 -0.0001
O -0.0019 0.0016 -0.0038
O -0.0021 -0.0007 0.0012
O 0.0003 -0.0038 -0.0054
O -0.0016 -0.0003 0.0016
O 0.0013 0.0013 -0.0025
O 0.0036 0.0061 0.0117
O -0.0002 -0.0009 -0.001
O -0.0011 0.0035 -0.0009
O -0.0022 -0.0023 -0.0004
O -0.0007 -0.002 -0.0003
O -0.0002 -0.0041 0.0052

The program warned: the cutoff lies below the one the program advises for these potential files; the exchange-correlation potential is rough where the density is thin.
